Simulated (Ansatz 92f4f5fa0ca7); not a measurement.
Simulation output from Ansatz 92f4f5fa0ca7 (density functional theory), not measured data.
Periodic cell of 223 atoms, Si131O90As2, from a study of silicon, its oxide and their interface. The atomic structure is a simulated model.
Doubt: the cutoff is far below the 930 eV that the study's wrapper takes by default for these files, so forces and energies are approximate.

Settings: functional PBE; potential files Ansatz PAW; basis plane waves; wave-function cutoff 580 eV; density cutoff ratio 5; exchange-correlation grid ratio 1; k mesh 1 x 1 x 1, Gamma-centred; self-consistency stop 5e-08 eV per atom in the density residual; occupations fixed; spin none; net charge 0.

Cell vectors (angstrom)
a  10.938  0  0
b  0  10.938  0
c  0  0  32.1988

Atoms: element, x, y, z (angstrom)
Si  10.5928  0.2201  24.877
Si  5.7412  10.6745  24.7498
Si  2.4798  2.9126  24.652
Si  8.4327  2.4555  24.8287
Si  0.2779  5.165  24.7601
Si  5.1605  5.7438  24.706
Si  2.9417  7.9991  24.6068
Si  7.9443  8.4357  24.7428
Si  1.3321  1.38  26.0476
Si  6.8475  1.309  26.1201
Si  4.0462  4.1017  25.9958
Si  9.606  4.0597  26.0844
Si  1.3989  6.825  26.003
Si  6.7738  6.8508  26.0354
Si  4.1028  9.5335  26.0016
Si  9.4682  9.5682  26.1564
Si  2.732  -0.0106  27.3545
Si  8.1606  -0.0174  27.5567
Si  0.0103  2.7223  27.4886
Si  5.4441  2.7429  27.3685
Si  2.7294  5.4673  27.4288
Si  8.1892  5.4702  27.3639
Si  -0.0014  8.1813  27.3789
Si  5.4396  8.2006  27.448
Si  4.0835  1.3671  28.7441
Si  9.5762  1.3603  28.8464
Si  1.3672  4.117  28.8145
Si  6.8276  4.1017  28.7449
Si  4.0941  6.8211  28.8031
Si  9.5602  6.8257  28.7538
Si  1.3709  9.5615  28.7429
Si  6.781  9.5487  28.8557
Si  0.0159  -0.0186  30.1546
Si  5.4406  0.0186  30.1606
Si  2.7366  2.7339  30.1453
Si  8.1916  2.7457  30.15
Si  -0.0115  5.4769  30.1515
Si  5.4743  5.4619  30.1469
Si  2.7268  8.2043  30.1431
Si  8.2043  8.1936  30.152
Si  1.3673  1.3673  31.515
Si  6.8362  1.3673  31.515
Si  4.1018  4.1018  31.515
Si  9.5708  4.1018  31.515
Si  1.3673  6.8362  31.515
Si  6.8362  6.8362  31.515
Si  4.1018  9.5708  31.515
Si  9.5708  9.5708  31.515
Si  2.7345  0  0.6835
Si  8.2035  0  0.6835
Si  0  2.7345  0.6835
Si  5.469  2.7345  0.6835
Si  2.7345  5.469  0.6835
Si  8.2035  5.469  0.6835
Si  0  8.2035  0.6835
Si  5.469  8.2035  0.6835
Si  4.1118  1.3708  2.0506
Si  9.5573  1.3738  2.0706
Si  1.3568  4.1292  2.0418
Si  6.8567  4.0828  2.062
Si  4.1063  6.821  2.0283
Si  9.56  6.8484  2.0505
Si  1.3404  9.584  2.0312
Si  6.8185  9.6029  2.0427
Si  -0.0157  -0.0064  3.4162
Si  5.4848  0.0322  3.4558
Si  2.7622  2.7864  3.3636
Si  8.1951  2.7183  3.4925
Si  -0.017  5.4823  3.4302
Si  5.4719  5.4547  3.3886
Si  2.7062  8.1866  3.344
Si  8.1939  8.254  3.3812
Si  1.3626  1.4493  4.6905
Si  6.8632  1.3321  4.92
Si  4.1824  4.0572  4.7845
Si  9.5223  4.1792  4.8349
Si  1.3991  6.8376  4.7594
Si  6.783  6.9058  4.6909
Si  3.9911  9.5968  4.6743
Si  9.5719  9.5346  4.802
Si  2.7444  0.1023  6.0474
Si  8.2454  -0.0734  6.2756
Si  0.007  2.7874  6.126
Si  5.5283  2.7323  6.2969
Si  2.7994  5.4601  6.0737
Si  8.1219  5.6442  6.1482
Si  0.0598  8.1846  6.1406
As  5.3654  8.3052  6.0951
Si  3.9368  1.4926  7.574
Si  9.8104  1.2023  7.4425
Si  1.7396  3.8112  7.355
Si  6.613  4.4816  7.516
Si  4.2719  6.6416  7.4664
Si  9.5613  6.9215  7.5257
Si  1.1248  9.9569  7.3079
As  7.5026  8.9142  7.8502
O  9.0563  8.1217  8.5709
O  2.7817  2.6326  7.8069
O  9.5306  1.3431  24.2696
O  4.0597  6.8579  24.1361
O  0.0179  0.0939  7.9201
O  5.4608  5.6081  7.9671
O  6.8523  9.5651  24.2043
O  1.3705  4.0548  24.1749
O  3.7238  7.4022  8.8406
O  1.4411  4.4658  8.8252
O  10.0799  5.6718  8.4957
O  2.0425  9.4668  8.5733
O  7.4097  3.9845  8.8774
O  4.3099  0.8887  9.0811
O  6.9019  9.5754  9.4138
O  9.1735  1.9428  8.7765
O  7.7144  3.1346  23.5211
O  10.5098  5.844  23.4478
O  5.0953  0.4319  23.4127
O  5.8723  5.0833  23.3797
O  3.1033  2.1986  23.2902
O  2.3103  8.703  23.2338
O  8.6338  7.7562  23.4084
O  0.2491  10.3153  23.6184
Si  4.3905  1.5671  22.4853
Si  3.5199  7.9241  14.1089
Si  7.1466  0.9576  14.6968
Si  0.9593  9.3468  22.5406
Si  1.1972  4.2985  11.9442
Si  6.3041  8.9667  15.3647
Si  0.6891  1.3548  12.3822
Si  8.6332  4.9437  20.5408
Si  0.4908  5.6341  9.4047
Si  5.1252  3.113  17.9665
Si  0.9099  3.7369  16.8015
Si  10.4176  2.8462  19.2707
Si  5.2926  1.1738  10.382
Si  0.9064  0.1779  19.885
Si  6.6929  9.4734  11.0258
Si  9.3525  9.6681  18.3967
Si  9.4505  9.23  12.6816
Si  6.573  3.8373  22.6019
Si  2.3748  8.1385  9.4243
Si  10.6157  7.3573  17.1604
Si  2.5283  6.295  16.6535
Si  10.1996  4.4765  14.2419
Si  6.1616  9.1795  18.5628
Si  7.9441  2.6219  9.6053
Si  8.8943  2.1524  12.473
Si  5.3696  6.2356  18.1096
Si  3.9343  0.5501  19.4889
Si  4.2883  3.8397  12.0792
Si  5.5695  6.5892  12.2232
Si  8.0381  2.4964  17.2463
Si  4.3835  2.4727  14.9982
Si  1.5663  1.2013  15.3344
Si  1.6188  9.4211  12.112
Si  8.0921  6.8348  13.9279
Si  10.4285  9.8308  15.5818
Si  9.8181  7.0162  22.5621
Si  8.1307  5.4737  17.4397
O  6.0541  7.975  11.4151
O  6.0692  9.2097  16.9443
O  7.6894  1.3857  13.226
O  0.8642  1.7137  13.9629
O  9.4662  6.2373  16.941
O  6.8116  6.178  13.1858
O  5.1654  4.6468  18.642
O  9.2503  2.1576  18.3092
O  2.3776  0.0934  19.0996
O  9.4339  10.2246  16.84
O  2.802  4.4612  11.7675
O  5.0758  10.3109  19.1397
O  9.4517  3.2483  13.5102
O  0.4766  1.7658  19.9959
O  3.172  1.3599  15.0908
O  8.1736  5.3548  19.0508
O  3.9157  6.5921  17.457
O  4.5916  3.2844  16.4145
O  9.0823  5.6434  14.3974
O  5.4475  2.7584  22.1506
O  10.6956  4.0987  15.7309
O  0.3569  3.8738  18.3319
O  10.4384  10.5095  19.2835
O  9.7075  10.0283  14.1209
O  10.9146  8.1243  22.0941
O  1.2478  2.1568  16.6098
O  9.7414  3.7419  20.4608
O  8.1482  4.0252  16.707
O  0.0086  9.1012  11.9903
O  6.6059  2.4003  18.0266
O  5.5989  10.7335  11.2707
O  7.7649  9.5912  18.9146
O  10.0444  1.0264  12.098
O  1.1373  7.1097  9.2444
O  0.6458  4.7791  13.4088
O  5.7372  7.6145  19.0244
O  5.2585  5.0892  11.5677
O  2.7248  7.0058  15.2016
O  0.9633  2.7249  11.5612
O  0.9121  10.67  15.6605
O  2.4787  8.6358  10.9639
O  4.6841  2.4358  11.2791
O  4.2819  3.4924  13.7059
O  2.2136  4.6894  16.5385
O  10.7426  8.2424  15.7863
O  6.9648  10.2881  14.7021
O  2.3868  8.9479  13.4877
O  8.0714  1.5155  15.9358
O  4.1579  6.9563  12.9621
O  4.1979  2.0005  18.7446
O  7.2917  4.4161  21.2795
O  8.4301  2.9412  11.1254
O  1.2052  6.8595  17.4554
O  5.6767  1.5599  14.8165
O  8.1508  9.7633  11.789
O  9.207  6.2873  21.2509
O  9.0451  7.687  12.9468
O  1.6854  0.1266  11.9681
O  6.6686  6.1473  17.0955
O  7.4264  7.7984  15.0826
O  1.2471  10.3024  21.2613
O  10.0356  8.1849  18.4328
O  3.9511  0.847  21.0998
O  0.3018  5.2584  10.9631
O  6.705  1.5886  9.6856
O  4.8094  8.7073  14.7466

Results
free energy: -144174.124 eV
free energy less fixed offsets of As -4856.12, O -568.88, Si -635.61 eV per atom: 2.226 eV

Forces (eV/angstrom), in the order of the atoms: element, x, y, z
Si  0.006  -0.0137  -0.001
Si  -0.0051  0.0075  -0.0218
Si  0.0045  -0.0047  -0.0159
Si  -0.0101  0.009  -0.0208
Si  0.0007  0.0051  -0.0186
Si  -0.001  -0.0029  -0.019
Si  -0.0035  0.0012  -0.0128
Si  0.0115  -0.0088  -0.015
Si  0.0011  0.0125  0.0028
Si  0.0108  -0.0087  0.0198
Si  -0.0039  0.0056  0.0048
Si  0.0079  -0.0018  0.0082
Si  0.0074  0.0071  0.0103
Si  -0.0019  0.0082  -0.0007
Si  -0.0035  -0.0036  -0.0006
Si  -0.0121  0.0085  0.0162
Si  -0.0027  -0.0021  -0.0302
Si  -0.0072  -0.0091  0.0487
Si  -0.0011  0.0013  0.0308
Si  -0.0005  -0.0026  -0.0238
Si  0.0015  0.0007  0.0145
Si  -0.001  -0.0051  -0.026
Si  -0.0014  -0.0054  -0.0229
Si  -0.0116  -0.0041  0.0178
Si  0.0069  -0.0006  0.0367
Si  -0.0208  -0.0003  -0.0596
Si  -0.007  -0.0242  -0.0407
Si  0.0091  -0.011  0.0404
Si  -0.0066  0.0053  -0.0244
Si  0.0046  0.0161  0.0301
Si  -0.0118  -0.0004  0.0383
Si  0.0413  0.0046  -0.0748
Si  0.0248  -0.0163  0.0079
Si  -0.0172  0.0285  0.0108
Si  0.0015  -0.0056  0.004
Si  -0.0154  0.0133  0.012
Si  -0.0118  0.0111  0.0112
Si  -0.0001  0.0014  -0.0004
Si  0.0003  0.0139  0.0001
Si  0.0041  0.0084  0.0108
Si  0.1002  -0.0308  0.0023
Si  -0.0466  0.0874  -0.0143
Si  0.0479  -0.095  -0.0082
Si  -0.0776  0.0723  0.0115
Si  -0.0487  0.0779  -0.0226
Si  0.0693  -0.0919  0.0396
Si  -0.1894  0.0054  0.0272
Si  0.0341  -0.1425  0.002
Si  0.0281  0.0173  0.0622
Si  -0.025  0.1609  -0.0468
Si  -0.0565  -0.0332  0.0981
Si  0.0954  0.0076  0.0143
Si  -0.0959  0.063  -0.2205
Si  0.0622  -0.0759  0.0891
Si  -0.1459  -0.0109  -0.1144
Si  0.0236  0.0491  -0.0319
Si  0.014  -0.0044  -0.022
Si  0.0135  0.0256  0.0194
Si  -0.0223  0.0086  -0.011
Si  -0.0247  -0.0315  -0.0199
Si  -0.0012  0.0303  0.0188
Si  0.0135  -0.0006  -0.0148
Si  0.0013  -0.0559  -0.0414
Si  0.0044  0.0355  0.0039
Si  0.0475  0.0431  0.0758
Si  -0.0813  -0.0244  -0.027
Si  -0.0496  -0.0807  0.0882
Si  -0.0104  0.0603  -0.0183
Si  -0.0423  -0.0041  -0.0167
Si  0.0972  -0.0069  -0.0121
Si  -0.0854  0.0648  -0.0897
Si  0.0252  -0.0579  0.014
Si  0.0101  0.0474  0.0059
Si  0.1157  -0.0621  0.0472
Si  0.0421  0.0019  -0.0327
Si  -0.0291  0.0119  0.0562
Si  0.0573  0.0339  -0.0164
Si  -0.1975  0.0594  0.0681
Si  -0.0471  -0.0487  -0.0381
Si  -0.0295  0.0827  -0.008
Si  -0.0077  -0.0081  -0.0588
Si  -0.1615  -0.074  0.004
Si  -0.0353  -0.0258  -0.0195
Si  -0.0378  0.0211  -0.0115
Si  -0.0356  -0.1053  0.0411
Si  0.0551  0.0078  -0.0943
Si  -0.0012  -0.0567  0.0586
As  0.0602  0.0088  0.0815
Si  -0.0039  -0.0623  0.0488
Si  0.0246  -0.0427  0.1112
Si  0.0528  -0.0214  -0.0348
Si  0.0424  0.0655  -0.0225
Si  0.1665  0.1156  0.0386
Si  0.158  0.0585  0.2374
Si  -0.0058  0.0237  -0.0437
As  0.037  -0.1488  0.5442
O  -0.0723  -0.0552  -0.3832
O  -0.0335  0.0428  0.0861
O  -0.0032  0.0081  0.0131
O  -0.0005  0.0031  0.0108
O  -0.0082  0.0174  0.0136
O  0.0582  -0.0931  0.0288
O  -0.0038  0.0048  0.0122
O  -0.0031  0.0035  0.0118
O  0.0198  0.0091  -0.0511
O  -0.0198  -0.0462  -0.0343
O  -0.0195  0.0745  0.0215
O  0.0068  0.0171  0.0035
O  -0.041  0.0388  -0.0458
O  -0.0214  0.037  -0.0467
O  0.1012  0.0468  -0.3755
O  0.0254  -0.004  -0.057
O  0.002  0.001  0.0032
O  0.0053  -0.0048  0.011
O  0.0035  -0.0049  0.0069
O  -0.005  0.0062  0.011
O  -0.0042  0.0069  0.01
O  -0.0031  -0.0017  0.0065
O  -0.0051  0.0012  0.0005
O  -0.0117  0.0107  -0.0011
Si  -0.0015  -0.0071  -0.0161
Si  0.0125  -0.0087  -0.012
Si  0.0007  -0.0045  0.0117
Si  0.0036  0.0089  -0.0153
Si  -0.0276  0.0178  -0.0144
Si  0.0035  0.0036  -0.0003
Si  -0.0068  0.0029  -0.0021
Si  0.0053  -0.0059  -0.015
Si  0.0174  0.0088  -0.0139
Si  0.0026  0.0029  0.0018
Si  -0.0018  -0.0002  -0.001
Si  0.0016  -0.0032  -0.0076
Si  0.0041  0.0193  0.0219
Si  -0.0128  0.0017  -0.0208
Si  0.0442  -0.0714  -0.0601
Si  -0.0022  -0.0006  -0.0007
Si  0.0062  -0.0006  -0.0608
Si  0.0064  -0.001  -0.0117
Si  -0.0729  -0.0234  -0.0383
Si  0.0029  0  0.0073
Si  -0.0009  0.0002  0.0051
Si  0.0152  -0.0002  -0.0121
Si  0.0015  -0.0061  -0.0012
Si  0.0016  -0.0163  0.0274
Si  0.0105  -0.0106  0.0031
Si  -0.0007  0.0078  0.0065
Si  0.0061  -0.0037  -0.0113
Si  -0.005  -0.0055  0.0043
Si  0.0058  0.0434  -0.001
Si  -0.0006  -0.0032  -0.0005
Si  0.0062  -0.0114  0.0043
Si  -0.0072  -0.0023  0.0063
Si  -0.0273  -0.019  0.0034
Si  -0.0049  0.0146  -0.0128
Si  0.0042  0.0079  -0.0015
Si  -0.0133  -0.0031  -0.0084
Si  0.0005  0.0031  -0.0073
O  0.0054  0.0053  0.004
O  0.004  0.0015  0.0045
O  0.0033  0.0111  -0.0088
O  0.0047  0.0005  -0.0035
O  -0.0026  0.0006  -0.0002
O  0.0129  -0.0068  0.0126
O  -0.0002  -0.0032  0.0016
O  0.0037  0.0026  0.003
O  0.0027  0.0008  0.0055
O  0.0006  -0.0024  -0.0012
O  0.0153  0.0024  0.0053
O  -0.0047  0.0069  0.0034
O  -0.0017  0.0037  -0.0022
O  0.0041  -0.0012  0.0063
O  0.0052  0.0019  -0.0016
O  0.0009  -0.0003  0.0089
O  0.0032  -0.0015  -0.0028
O  0.0023  -0.0007  -0.0005
O  -0.0014  -0.0021  0.0126
O  0.0017  0.0033  0.0049
O  0.0029  0.0004  0.0008
O  -0.0011  -0.0008  0.0038
O  0.0103  0.0037  0.0038
O  0.0075  0.002  0.0215
O  0.0012  0.0005  0.0093
O  0.002  -0.0008  0.001
O  -0.0036  0.0056  0.008
O  0.0016  0.0046  0.0003
O  -0.0091  0.0081  0.0058
O  0.001  0.0011  -0.0005
O  0.0565  -0.0396  -0.0026
O  0.0028  0.0018  0.0016
O  0.0058  0.0149  0.0014
O  0.0526  0.0027  0.033
O  0.0002  -0.0066  0.0019
O  0.0015  -0.0008  -0.0008
O  -0.0207  -0.0208  0.0095
O  -0.0007  0.0016  0.0017
O  0.0059  -0.0007  -0.0049
O  0.0027  0.0044  -0.0006
O  0.0201  0.0056  -0.0256
O  -0.0024  0.011  0.0017
O  -0.0045  0.0051  -0.0063
O  0.0004  0.0007  0.0011
O  0.0007  -0.0074  0.0041
O  -0.0023  -0.0009  0.0106
O  0.0051  0.0019  0.0038
O  0.0013  0.0043  0.0021
O  -0.012  -0.0076  0.0091
O  0.0021  -0.0014  0.0035
O  -0.0041  -0.0038  0.0087
O  -0.0018  0.0031  0.0056
O  -0.0017  0.001  -0.0031
O  -0.0118  0.0055  0.0029
O  -0.057  0.0132  0.0027
O  0.0054  0.0099  0.0081
O  -0.016  -0.0133  0.0007
O  0.0074  -0.0016  0.0027
O  0.0052  -0.0033  -0.0002
O  0.0048  -0.0019  0.0068
O  0.0003  -0.0089  0.013
O  0.0023  0.0007  -0.0004
O  0.0023  0.0045  0.0168
O  0.0436  -0.0222  0.0356
O  -0.0061  -0.0369  -0.0128
O  0.0025  0.0028  0.0025

The program warned: the cutoff lies below the one the program advises for these potential files; the exchange-correlation potential is rough where the density is thin.
